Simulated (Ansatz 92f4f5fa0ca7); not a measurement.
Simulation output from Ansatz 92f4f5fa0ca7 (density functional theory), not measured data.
Periodic cell of 189 atoms, Si117O72, from a study of silicon, its oxide and their interface. The atomic structure is a simulated model.

Settings
functional: r2SCAN
potential files: Ansatz norm-conserving
basis: plane waves
wave-function cutoff: 1300 eV
density cutoff ratio: 4
exchange-correlation grid ratio: 1
k mesh: 2 x 2 x 1, shifted by 0.5 0.5 0.5 of a step
self-consistency stop: 5e-08 eV per atom in the density residual
occupations: Fermi-Dirac, 0.05 eV
spin: none
net charge: 0

Cell vectors (angstrom)
a	11.5939	0.1192	0.0425
b	-0.1996	11.6698	0.1767
c	0.8974	-2.2943	26.7545

Atoms and the computed forces on them: element, x, y, z (angstrom), force x, y, z (eV/angstrom)
Si	-0.6324	2.5225	1.3258	-0.3698	-0.2465	-0.2643
Si	-0.5542	5.5665	0.7239	0.1371	-1.0914	-0.7639
Si	-0.6528	11.1753	0.9744	-1.2766	0.8343	-0.4302
Si	3.1731	2.5418	1.2289	0.316	-1.2563	-0.0628
Si	3.067	5.647	0.8444	-0.0857	-0.4081	-0.4732
Si	3.0491	11.0865	0.9796	-0.9117	1.3531	0.3008
Si	7.1184	2.6702	1.2761	-1.252	2.2971	-1.3006
Si	7.0523	5.8378	0.8852	0.3793	-2.6118	0.7559
Si	6.8107	11.3624	0.7959	0.364	-0.6392	0.6402
Si	1.3034	2.5532	2.5978	-0.1303	-1.1098	-0.4436
Si	1.1902	6.2921	2.2069	0.3835	-1.108	-0.651
Si	1.0917	10.4743	2.2881	1.2342	-0.0225	0.3963
Si	5.1355	2.6726	2.4938	0.1345	-1.5454	-0.3738
Si	5.1308	6.3227	2.1475	-0.8229	-0.0417	-0.8694
Si	5.004	10.6348	2.1175	0.3137	-0.6746	1.1994
Si	8.9432	2.6133	2.5715	1.2672	1.2469	-0.1007
Si	9.0589	6.3576	2.1024	-0.212	0.2097	-1.6132
Si	8.8305	10.5878	2.1145	0.1096	0.0528	-1.169
Si	1.2671	4.5047	3.7192	0.3631	0.4811	1.1435
Si	1.1876	8.2915	3.445	0.4119	0.9609	0.3424
Si	1.0809	12.1531	3.9143	1.8837	0.5904	-0.2738
Si	5.1655	4.5862	3.6621	-0.5109	0.1242	1.3607
Si	5.0837	8.3596	3.4152	0.2618	0.5928	-0.2856
Si	5.0161	12.2402	3.8322	0.0916	0.888	0.196
Si	9.0197	4.7455	3.6674	0.0212	-1.7366	1.38
Si	8.9443	8.4233	3.2869	0.6001	0.4711	0.5438
Si	8.8109	12.2502	3.7463	0.7692	0.0437	1.0177
Si	-0.6594	4.5041	5.0395	-0.1631	-0.5538	-0.6309
Si	-0.7249	8.4358	4.8365	-0.4545	-1.5924	-0.5652
Si	-0.7808	12.2312	5.1001	-1.7685	-0.7328	0.3186
Si	3.248	4.4082	5.1044	-0.081	2.0436	-1.6485
Si	3.2157	8.3208	4.9064	-0.4327	0.2765	-0.9253
Si	3.1169	12.2409	5.2329	-0.2819	0.4394	-0.6647
Si	7.0666	4.5373	5.0317	0.3941	1.2465	-0.3291
Si	7.1069	8.3138	4.7955	-0.6895	0.9907	-0.5694
Si	7.0036	12.2973	5.1582	-0.9708	-0.5973	0.476
Si	-0.6442	2.4553	6.2385	0.0727	1.1235	0.7368
Si	-0.6246	6.3872	6.3375	-1.2104	0.7153	-0.8906
Si	-0.8406	10.1992	6.2877	1.229	0.6887	0.6616
Si	3.2919	2.5933	6.3679	0.1924	-1.3507	0.374
Si	3.2391	6.4494	6.3204	0.1437	-0.8258	0.3862
Si	3.1702	10.2314	6.3093	0.4839	-0.386	0.8819
Si	7.0823	2.6296	6.337	0.7843	-0.2815	-0.2868
Si	7.1159	6.5946	6.3115	-0.757	-1.8302	-0.2665
Si	6.9414	10.1797	6.312	0.9891	0.7476	0.0223
Si	1.3503	2.5195	7.6104	-0.7075	0.6606	0.1581
Si	1.2367	6.3625	7.6001	1.0192	-0.1463	0.9095
Si	1.2557	10.1568	7.6273	-0.9305	0.4364	-0.295
Si	5.2269	2.6675	7.687	-0.3309	-0.6319	0.4384
Si	5.2173	6.4182	7.7069	-0.349	0.03	0.231
Si	5.1326	10.2536	7.7805	-0.5346	-0.4812	-0.6969
Si	9.0225	2.654	7.6962	0.2096	-0.1453	-0.2253
Si	8.9618	6.4338	7.6386	1.0098	0.1146	0.998
Si	8.9274	10.2607	7.7391	-1.049	0.6063	-0.6602
Si	1.3113	4.4751	9.1287	0.053	-0.2742	-0.2408
Si	1.2337	8.2364	8.9446	0.5062	0.1635	0.4632
Si	1.1693	12.1951	8.9165	-0.8346	-0.689	-0.4047
Si	5.2003	4.4647	9.2329	0.618	0.6426	0.3872
Si	5.2035	8.295	9.0936	-0.1645	-0.243	-0.0261
Si	5.1025	12.2516	8.983	0.3758	0.7132	0.6875
Si	9.0474	4.5269	9.2042	-0.0804	0.2088	-0.3112
Si	8.9897	8.361	8.994	-1.2227	-1.0097	-0.4485
Si	8.8862	12.2921	9.0144	0.3251	-0.0063	-0.9606
Si	-0.6179	4.3554	10.5489	0.2658	0.3594	0.174
Si	-0.761	8.2999	10.1553	1.4298	-0.6972	1.2222
Si	-0.8095	12.2198	10.234	0.7523	-0.8634	-0.6556
Si	3.2254	4.5051	10.6176	-0.1583	-0.2089	-0.1468
Si	3.2281	8.2479	10.3354	-0.6731	-0.9157	-0.0508
Si	3.0442	12.2838	10.1507	0.9206	-0.4803	0.7381
Si	7.2628	4.4687	10.7792	-0.8796	0.2614	0.0284
Si	7.1379	8.2221	10.4301	0.1148	0.4932	-0.0398
Si	7.139	12.3209	10.4179	-1.4762	0.963	0.1483
Si	-0.6092	2.1592	11.6247	-0.0837	0.6626	0.2523
Si	-0.6089	6.5045	11.7891	0.2519	0.7131	-0.7147
Si	-0.7715	10.2279	11.4311	2.0094	0.1232	-0.1579
Si	3.2143	2.3082	11.5888	0.2112	-0.2879	0.6783
Si	3.21	6.465	12.098	0.6413	1.0706	-0.1343
Si	3.1925	10.2631	11.3894	-1.0631	0.4794	-0.2526
Si	7.3172	2.3941	12.0674	0.0826	-0.5112	-0.1874
Si	7.2065	6.5809	12.1802	0.4461	-0.2661	0.0227
Si	7.1053	10.3388	11.4543	0.457	-1.1788	0.3973
Si	1.2412	1.6516	12.9238	1.5981	-0.9747	-1.3205
Si	1.215	7.2048	13.2065	-0.0287	-0.7362	-0.5527
Si	1.3064	10.1734	12.7543	-0.7331	4.5926	-2.5907
Si	5.1904	1.6822	12.8985	-0.3948	0.1151	-1.6577
Si	5.2416	7.2295	13.3974	-0.9355	-0.6357	0.2585
Si	5.1085	10.2054	12.5358	0.6851	4.0147	-1.4813
Si	9.3954	1.633	13.2811	0.3251	1.5342	0.6607
Si	9.3046	7.1993	13.3365	-0.7326	1.8351	0.4555
Si	9.0366	10.3108	12.7738	-1.225	-0.6418	2.2106
Si	-0.2988	5.8897	15.4089	-3.9235	3.1694	1.7566
Si	13.3139	1.4815	17.4173	1.3074	1.0016	-1.0795
Si	5.6233	7.7364	16.3036	1.4556	1.2708	0.7178
Si	5.808	4.9393	20.248	-2.0991	0.768	2.211
Si	0.3351	4.529	24.6448	-3.6585	-2.1663	-1.8452
Si	3.7847	10.203	19.3934	1.2838	-3.8963	-0.3874
Si	9.6354	7.8128	23.1501	2.1982	-2.0529	1.6919
Si	4.406	1.7546	15.7566	1.3677	-0.9741	-0.2176
Si	9.456	4.533	23.1898	-3.0069	1.7501	4.6071
Si	8.1196	7.1901	17.7184	-1.5535	0.814	2.3829
Si	3.929	7.4873	24.7672	-1.507	3.1483	1.5009
Si	1.6606	9.962	17.4787	-1.9772	0.0748	-0.5816
Si	10.4317	4.2449	20.4785	-0.8803	2.6023	-0.066
Si	4.3442	10.5087	16.5536	1.543	-2.569	0.0076
Si	6.9808	7.9067	24.6607	-1.6075	-1.8105	-2.4101
Si	11.4993	2.8326	15.3567	-3.6281	3.0647	1.3249
Si	7.1733	4.7785	24.9362	1.3349	-7.8561	-0.3724
Si	5.5328	7.6479	19.2432	0.0765	2.5096	0.2048
Si	12.4233	7.7839	24.8117	-3.2677	-0.0586	0.2981
Si	3.6567	1.4168	19.8024	4.1316	-3.7967	0.9976
Si	11.0388	7.1524	20.7127	-2.8036	-0.6555	3.6726
Si	3.8293	3.5337	22.044	0.882	0.8655	-3.1292
Si	4.2243	4.3539	24.7779	1.6665	2.8533	2.1421
Si	11.0973	7.9651	17.8296	-1.3306	-3.5457	1.763
Si	1.2789	4.748	21.6861	-2.7585	3.41	2.4364
Si	5.7719	2.9378	18.2803	-4.2142	-0.8196	-0.8502
Si	8.2165	4.2292	18.8722	-1.6505	2.5196	0.3208
O	-0.2857	10.5555	-0.4519	0.5732	-1.121	-1.9338
O	-0.5814	3.8755	0.3999	-0.0528	1.8953	0.4885
O	7.9215	4.0974	23.585	-0.2573	1.062	1.8033
O	-0.1728	6.1013	-0.801	0.6184	-1.4314	2.8233
O	10.0495	8.2084	21.7015	1.7971	-0.7757	-4.0511
O	3.7729	3.4051	23.6444	-1.6736	-1.5117	-2.8096
O	8.2046	8.3652	23.6253	-1.7374	-0.034	1.0451
O	9.6993	3.8127	21.8799	2.1438	-1.9109	-5.0349
O	3.132	3.9596	0.4212	-0.2377	2.2727	-0.1869
O	5.1331	2.8025	16.7505	0.8656	-0.3541	1.105
O	6.4682	10.7634	-0.6831	0.1615	0.1314	0.5256
O	5.1426	1.6755	19.1568	0.438	1.4179	-0.5559
O	7.0148	4.1761	0.3748	0.4182	-0.126	1.6378
O	7.0972	1.3005	0.3748	0.1064	-0.1479	-0.374
O	7.1244	6.6861	-0.436	-0.7555	1.8274	-2.5882
O	7.3413	3.0266	18.2101	1.1533	0.3776	0.1087
O	11.3881	6.5822	16.9869	0.323	0.8386	-0.0642
O	9.2395	0.0569	13.5542	-0.0156	-1.5821	-0.4735
O	11.8974	9.1484	17.2652	2.8551	3.1503	-1.2552
O	1.2599	11.7033	13.5203	-0.3086	-0.1155	-0.071
O	1.2125	8.8563	13.5493	-0.0185	-4.042	2.3039
O	11.5739	7.8535	19.4464	0.2941	1.1336	-3.2858
O	1.0097	2.5391	14.2516	2.1719	-0.0516	-1.0432
O	5.182	8.8714	13.2936	-0.0682	-3.1716	2.319
O	5.1243	6.9293	15.0544	-0.6856	-0.9809	-2.7017
O	4.7899	11.836	15.8734	-0.2771	3.2598	-0.7755
O	4.6611	2.3425	14.2651	-0.2085	0.0353	1.6884
O	5.0123	7.2935	17.722	-1.0461	-0.057	0.7255
O	9.124	8.8992	13.7401	0.0961	-0.4794	-1.5532
O	-1.7652	6.503	14.7173	1.5409	-0.9123	0.9694
O	0.9442	4.1572	23.2086	1.5934	-0.0013	-2.248
O	10.9886	8.3416	24.0244	0.7539	-1.0821	0.6773
O	7.1219	7.8658	19.0461	2.0296	-1.0198	-2.2085
O	9.5338	6.1388	23.1177	0.193	1.6707	0.1965
O	5.0933	4.3145	18.9524	0.9373	-1.5015	-1.2346
O	0.9255	6.3055	14.5663	2.4813	1.7517	-1.8111
O	0.5339	6.028	24.8513	1.0865	4.5654	0.4792
O	4.5532	10.7819	18.1138	0.1309	-0.0022	-0.2593
O	5.3067	8.1657	24.1983	2.1748	0.4105	0.5725
O	10.1005	2.2283	14.7221	-0.1643	-0.2136	-0.1959
O	5.3774	6.4922	20.3034	-0.5784	-1.3282	0.6598
O	2.8046	4.737	21.3796	2.0729	-1.6595	1.0803
O	2.8864	1.6055	16.1925	-1.8389	-0.1634	1.3644
O	2.3484	9.566	18.8328	1.4084	-0.3467	2.0151
O	6.9573	6.2201	24.6713	-0.4809	7.2643	-0.1651
O	8.3313	5.5614	17.9044	-0.3376	0.0032	0.2727
O	1.1339	11.4896	17.6382	-0.4373	0.1339	-0.1718
O	7.3618	4.7437	20.2766	3.0094	-1.1986	-2.4025
O	12.0683	4.072	20.6099	-2.0859	-0.9636	-1.0991
O	3.9379	7.8657	26.426	-0.205	-1.0923	-2.7815
O	15.0916	2.2583	21.2123	-0.0096	2.6704	3.4524
O	7.2374	7.4601	16.3917	0.2043	0.0224	0.1822
O	5.1122	11.7358	13.2091	-0.167	-0.4169	0.5066
O	10.3451	4.1017	24.4513	1.8656	0.6133	0.3682
O	13.9138	8.13	24.2491	1.7956	-0.7557	0.9321
O	4.0295	5.9814	24.4102	-0.1689	-3.5868	-0.2112
O	11.9974	2.3204	16.8029	1.2493	-0.9865	1.4537
O	2.8279	9.9591	16.3649	-0.6125	-0.0718	-0.9267
O	-0.4351	4.392	15.5295	0.3168	-6.5126	-0.1272
O	14.1035	1.847	18.8922	-4.3584	0.6669	-4.2985
O	3.5258	4.1849	26.1956	-0.1408	-0.9824	1.4297
O	9.6522	3.6383	19.1707	1.6491	-0.7272	1.4166
O	5.7468	3.9395	25.0555	1.4657	1.1855	-0.0283
O	-0.8311	12.8098	0.591	0.3454	-0.7967	0.6745
O	10.0347	5.9138	20.2444	1.6258	-1.646	0.5533
O	4.7794	8.9617	19.9797	-0.9125	0.1938	-1.5527
O	9.4782	8.063	17.7699	-0.1199	0.0281	0.0468
O	2.9933	12.7358	0.5368	0.0269	0.0046	0.7548
O	5.2858	4.1754	21.598	-1.2236	-0.734	0.3754
O	5.3632	9.3109	16.0318	-0.831	0.8819	0.5951
O	3.5948	11.416	20.324	-1.1673	3.1851	1.5646
O	12.1862	6.5037	21.6896	1.1683	-2.2112	-0.3763

Results
free energy: -47196.841 eV
free energy less fixed offsets of O -463.61, Si -117.95 eV per atom: -16.771 eV
pressure: -1.14 GPa
stress xx, yy, zz, yz, xz, xy (GPa, positive in tension): 1.14, 2.87, -0.6, 0.64, 1.13, -0.69

The program warned: the forces do not sum to zero within the program's tolerance.
